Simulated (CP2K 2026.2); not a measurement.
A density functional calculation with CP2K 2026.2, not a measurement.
Periodic cell of 504 atoms, Si360O144, from a study of silicon, its oxide and their interface. The atomic structure is a simulated model.
Doubt: the forces sum to 1.74 eV/angstrom along one axis rather than to zero, so they err by at least 0.0034 eV/angstrom per atom on average; the grid cutoff is modest.

Settings: functional PBE; method Gaussian and plane waves; basis set DZVP-MOLOPT-SR-GTH; pseudopotentials GTH-PBE; grid cutoff 350 Ry, relative cutoff 50 Ry; k points Gamma only; occupations fixed; spin none; net charge 0.

Cell vectors (angstrom)
a	16.32	0	0
b	0	16.32	0
c	7.3629	-4.6121	33.692

Atoms and the computed forces on them: element, x, y, z (angstrom), force x, y, z (eV/angstrom)
Si	1.288	15.157	0.171	0.129	-0.203	0.734
Si	3.708	1.658	0.181	0.207	-0.008	0.738
Si	1.46	3.757	0.181	0.043	0.229	0.701
Si	4.353	6.564	0.091	-0.105	0.101	0.681
Si	8.33	5.216	33.485	0.314	-0.23	0.733
Si	11.665	7.338	33.579	-0.165	0.159	0.732
Si	6.94	14.729	0.155	-0.109	0.176	0.737
Si	9.779	1.109	0.016	-0.237	0.082	0.712
Si	6.643	4.459	0.178	0.027	-0.222	0.657
Si	9.77	6.48	0.248	0.077	0.152	0.731
Si	13.992	5.203	33.657	0.052	-0.174	0.746
Si	9.218	12.62	0.158	0.03	-0.182	0.758
Si	19.296	10.532	33.683	0.235	-0.048	0.715
Si	15.334	1	0.108	-0.25	0.157	0.7
Si	19.211	-0.451	33.564	0.32	-0.118	0.663
Si	14.702	7.04	0.027	0.114	-0.204	0.788
Si	12.586	9.352	0.045	-0.203	0.044	0.749
Si	15.231	12.21	0.102	-0.191	0.043	0.703
Si	2.713	0.051	1.54	0.005	0.016	-0.058
Si	5.407	2.81	1.343	0.042	-0.035	-0.052
Si	2.698	5.425	1.326	0.007	-0.01	-0.056
Si	5.512	8.189	1.318	0.005	0.006	-0.037
Si	2.692	10.808	1.175	-0.007	-0.011	-0.053
Si	5.371	13.515	1.351	0.004	-0.036	-0.049
Si	8.153	0.018	1.347	-0.012	0.029	-0.044
Si	10.87	2.661	1.388	-0.003	0	-0.049
Si	8.192	5.447	1.599	0.004	0.006	-0.03
Si	10.97	8.172	1.334	0.012	0.009	-0.057
Si	8.137	10.929	1.371	-0.009	0.008	-0.063
Si	10.826	13.688	1.447	-0.007	0.013	-0.05
Si	13.61	-0.079	1.294	-0.023	0.021	-0.054
Si	16.319	2.59	1.527	0.003	0.004	-0.05
Si	13.535	5.341	1.17	-0.002	0.005	-0.035
Si	16.294	8.227	1.265	-0.015	0.023	-0.05
Si	13.654	10.965	1.356	0.004	0.001	-0.053
Si	16.434	13.613	1.483	0.003	0.007	-0.036
Si	1.336	1.31	2.93	0.004	0.006	0.05
Si	4.053	4.11	2.762	-0.029	0.024	0.028
Si	1.342	6.842	2.624	-0.011	-0.009	0.004
Si	4.046	9.49	2.63	-0.01	0.015	0.04
Si	1.47	12.186	2.709	0.03	-0.018	0.018
Si	4.101	14.933	2.74	0.024	0	0.026
Si	6.772	1.395	2.669	0.003	0.007	0.028
Si	9.516	3.977	2.816	0.025	-0.008	0.016
Si	6.826	6.893	2.801	-0.025	0.009	0.027
Si	9.542	9.525	2.659	-0.016	-0.012	0.003
Si	6.761	12.234	2.765	0.015	0.029	0.048
Si	9.482	15.031	2.802	-0.01	-0.008	0.036
Si	12.308	1.342	2.699	-0.005	-0.021	0.003
Si	14.905	4.073	2.652	-0.013	0.022	0.013
Si	12.28	6.739	2.675	0.018	-0.015	0.029
Si	14.992	9.566	2.718	-0.018	-0.022	0.028
Si	12.221	12.26	2.7	0.017	0.015	0.01
Si	14.939	14.921	2.745	0.002	0	0.019
Si	16.262	-0.06	4.175	-0.017	0	0.005
Si	2.727	2.743	4.154	0.011	-0.021	-0.011
Si	16.297	5.459	3.99	0.007	0.002	-0.002
Si	2.708	8.152	4.036	0.023	0.016	0
Si	16.37	10.885	4.08	-0.002	-0.008	-0.003
Si	2.754	13.574	4.102	-0.028	-0.011	-0.001
Si	5.464	0.001	4.063	0.011	0.005	-0.006
Si	8.122	2.667	4.13	-0.007	-0.01	0.015
Si	5.431	5.481	4.095	0.014	-0.011	-0.019
Si	8.206	8.219	4.111	-0.013	0.014	0.028
Si	5.392	10.849	4.062	0.001	-0.016	-0.018
Si	8.133	13.613	4.11	-0.011	-0.007	-0.01
Si	10.907	0.035	4.102	-0.002	0.016	-0.015
Si	13.606	2.727	4.081	0.005	-0.026	0.001
Si	10.898	5.418	4.076	-0.008	0.023	-0.027
Si	13.628	8.14	4.037	-0.004	0.005	-0.024
Si	10.876	10.881	4.048	-0.016	0	0.003
Si	13.585	13.576	4.097	0.008	0.005	0
Si	17.686	-1.338	16.331	0.009	-0.002	-0.003
Si	4.066	1.344	16.378	0.011	-0.006	-0.011
Si	17.693	4.081	16.365	-0.004	0.01	0.003
Si	4.075	6.797	16.314	-0.003	0.007	-0.006
Si	17.672	9.532	16.304	-0.005	-0.004	-0.015
Si	4.073	12.253	16.318	0.002	0.006	-0.012
Si	6.775	-1.349	16.331	-0.005	-0.008	-0.009
Si	9.52	1.329	16.303	-0.003	-0.004	-0.014
Si	6.771	4.062	16.31	-0.005	0	0
Si	9.511	6.806	16.307	0.001	0	-0.011
Si	6.791	9.517	16.33	0.003	-0.015	-0.008
Si	9.522	12.24	16.31	0.009	-0.012	-0.006
Si	12.239	-1.391	16.322	-0.008	-0.005	-0.013
Si	14.997	1.378	16.323	0.001	0.006	-0.006
Si	12.259	4.062	16.305	-0.009	0	-0.01
Si	15.005	6.789	16.299	0.004	0.006	-0.008
Si	12.222	9.53	16.284	-0.003	-0.004	-0.02
Si	14.96	12.271	16.32	0.001	0.01	-0.004
Si	18.999	0.005	17.762	-0.004	-0.004	-0.006
Si	5.442	2.704	17.716	0	-0.005	0.012
Si	19.05	5.468	17.712	-0.001	0.001	0.021
Si	5.401	8.167	17.684	-0.006	0.014	-0.01
Si	19.049	10.867	17.662	-0.004	0.002	0.004
Si	5.375	13.65	17.691	-0.004	0.006	-0.002
Si	8.155	-0.008	17.686	-0.014	0.008	-0.006
Si	10.901	2.673	17.638	0.016	-0.004	0.016
Si	8.127	5.441	17.632	0.011	-0.002	0.005
Si	10.88	8.171	17.653	-0.009	0.016	0.019
Si	8.183	10.867	17.662	-0.002	0	0.009
Si	10.867	13.579	17.708	0.012	0.002	-0.001
Si	13.632	-0.014	17.618	-0.006	-0.007	-0.008
Si	16.361	2.7	17.745	0.004	-0.019	0.003
Si	13.677	5.393	17.635	0.01	-0.003	-0.033
Si	16.313	8.191	17.67	-0.007	-0.021	0.011
Si	13.537	10.931	17.628	-0.003	0.004	-0.029
Si	16.357	13.608	17.684	-0.02	-0.002	0.006
Si	17.671	1.349	19.199	0.013	-0.004	0.008
Si	20.377	4.052	19.068	-0.012	0.012	-0.036
Si	17.721	6.903	19.056	0.02	0.03	-0.039
Si	20.37	9.526	19.074	-0.007	-0.034	-0.009
Si	17.723	12.223	19.028	0.007	0.027	-0.034
Si	20.318	-1.361	19.143	-0.005	-0.027	-0.025
Si	6.812	1.333	19.079	-0.002	0.002	-0.021
Si	9.495	4.043	18.921	-0.014	-0.016	-0.045
Si	6.758	6.789	19.001	0.015	-0.026	-0.015
Si	9.534	9.514	19.065	0.008	0.009	-0.018
Si	6.787	12.269	18.932	0.021	-0.021	-0.045
Si	9.515	-1.358	19.051	-0.002	0.005	-0.022
Si	12.296	1.314	18.991	-0.003	-0.002	-0.045
Si	15.007	4.067	19.081	-0.019	0.029	-0.008
Si	12.321	6.789	18.9	0.004	0.015	-0.014
Si	14.884	9.582	18.944	0.022	-0.002	-0.038
Si	12.194	12.202	19.092	-0.028	-0.023	-0.002
Si	14.988	-1.331	19.002	0.004	0.018	-0.035
Si	16.283	-0.053	20.529	-0.006	-0.008	0.058
Si	19.033	2.751	20.552	0.019	0.019	0.083
Si	16.363	5.512	20.364	0.011	0.016	0.048
Si	19.022	8.27	20.557	-0.021	-0.031	0.047
Si	16.26	10.911	20.283	-0.012	-0.006	0.049
Si	19.012	13.504	20.536	0.022	0.003	0.03
Si	5.378	0.036	20.459	-0.001	0.035	0.043
Si	8.218	2.716	20.389	-0.002	0.007	0.03
Si	5.435	5.436	20.38	-0.026	0	0.043
Si	8.123	8.101	20.354	0.006	0.01	0.039
Si	5.467	10.914	20.304	0.018	-0.002	0.06
Si	8.096	-2.712	20.336	0.015	-0.002	0.078
Si	10.926	-0.024	20.375	0.011	0.002	0.072
Si	13.679	2.625	20.396	0.006	-0.019	0.053
Si	10.972	5.36	20.133	0.008	-0.029	0.035
Si	13.566	8.21	20.3	-0.014	0	0.05
Si	10.869	10.854	20.545	0.001	-0.012	0.078
Si	13.609	-2.698	20.3	-0.007	0.017	0.058
Si	17.354	-1.725	21.806	0.079	0.072	-0.663
Si	20.699	1.683	21.86	-0.267	-0.266	-0.748
Si	17.912	4.448	21.759	-0.092	-0.153	-0.763
Si	20.208	6.589	21.728	0.122	0.197	-0.792
Si	17.3	9.456	21.764	0.35	0.068	-0.673
Si	20.719	12.391	21.775	-0.288	-0.157	-0.702
Si	6.528	-1.586	21.67	0.122	0.147	-0.732
Si	9.882	1.625	21.651	-0.171	-0.056	-0.732
Si	6.655	3.891	21.681	0.183	0.259	-0.758
Si	9.753	6.806	21.423	-0.276	-0.056	-0.679
Si	6.986	9.737	21.611	-0.065	-0.242	-0.745
Si	9.141	12.017	21.68	0.279	0.081	-0.754
Si	12.484	-1.205	21.679	-0.185	-0.1	-0.727
Si	14.677	1.053	21.885	0.293	0.207	-0.75
Si	12.078	3.842	21.529	0.109	0.089	-0.736
Si	15.195	7.148	21.553	-0.066	-0.187	-0.81
Si	11.928	9.081	21.764	0.241	0.458	-0.706
Si	15.095	12.427	21.619	-0.055	-0.039	-0.671
Si	19.547	-1.914	30.663	0.083	0.038	0.223
Si	15.975	3.688	31.746	-0.049	0.131	0.14
Si	6.936	-0.678	24.593	-0.047	-0.002	-0.141
Si	21.785	-3.898	30.989	-0.046	-0.035	0.124
Si	9.028	4.655	30.391	-0.127	0.097	0.166
Si	9.927	12.177	24.523	-0.048	0.062	-0.117
Si	21.631	7.771	28.902	0.031	-0.109	0.06
Si	15.185	-2.058	31.909	0.092	-0.007	0.016
Si	21.178	9.375	31.545	-0.028	0.022	0.048
Si	20.055	4.95	28.489	0.07	0.116	0.028
Si	18.648	5.294	31.036	-0.024	0.021	0.021
Si	8.532	7.554	29.18	0	0.013	-0.052
Si	14.821	8.347	29.242	0.057	-0.048	0.019
Si	9.557	0.846	29.761	-0.1	-0.038	-0.036
Si	11.795	9.816	24.688	0.057	-0.181	0.015
Si	17.208	7.799	30.887	-0.044	0.075	0.071
Si	13.737	5.462	23.704	0.081	-0.039	-0.099
Si	17.05	10.606	24.685	-0.028	-0.025	-0.268
Si	17.557	-3.18	28.781	0.024	0.021	-0.001
Si	11.372	2.815	30.891	-0.095	0.079	0.081
Si	9.579	4.064	25.729	0.019	0.016	-0.015
Si	12.493	-3.734	28.986	0.011	0.074	-0.057
Si	14.147	11.682	24.392	-0.068	-0.128	-0.184
Si	17.991	8.618	26.61	0.046	0.037	0.022
Si	16.448	4.133	24.544	0.012	0.084	-0.087
Si	7.272	0.691	31.641	-0.099	-0.006	0.092
Si	20.988	11.79	24.718	-0.029	-0.059	-0.133
Si	6.954	-2.783	28.45	-0.113	0.108	0.103
Si	13.872	0.922	27.487	0.1	-0.071	0.025
Si	17.35	5.669	26.965	0.01	-0.011	-0.064
Si	20.544	0.753	24.891	0.06	0.123	-0.145
Si	5.915	7.84	23.742	-0.097	-0.011	-0.192
Si	8.135	5.635	23.701	-0.03	-0.089	-0.058
Si	12.129	5.508	26.072	-0.032	0.055	-0.002
Si	9.959	-1.901	28.592	0.089	0.093	-0.002
Si	12.171	9.746	29.319	-0.039	0.088	-0.007
Si	10.738	8.016	27.171	-0.138	0.218	-0.166
Si	7.249	12.785	25.689	-0.068	-0.012	-0.063
Si	13.046	-4.162	32.023	-0.037	0.002	0.157
Si	17.214	10.069	29.038	-0.037	-0.012	0.038
Si	20.894	8.952	26.169	-0.009	0.065	-0.035
Si	14.119	3.223	29.655	-0.11	-0.068	-0.132
Si	9.216	1.252	24.6	0.036	-0.091	-0.114
Si	17.893	-0.749	24.715	0.083	0.065	-0.202
Si	12.319	-2.329	24.569	-0.048	-0.026	-0.198
Si	14.474	5.595	28.015	0.068	0.183	-0.058
Si	14.855	-1.861	28.712	-0.101	0.039	0.116
Si	10.147	9.088	31.424	0.016	-0.138	0.104
Si	21.58	2.341	27.384	-0.066	-0.104	0.017
Si	8.201	2.904	28.151	-0.081	0.063	0.117
Si	15.613	1.367	24.912	-0.033	0.027	-0.17
Si	18.695	-3.383	26	0.008	0.053	-0.034
Si	21.744	-0.259	29.218	0.059	0.048	0.033
Si	11.363	-0.205	26.396	0.003	-0.066	0.019
Si	1.357	14.908	5.466	-0.014	-0.001	0.009
Si	4.099	1.351	5.45	0.007	-0.015	0.008
Si	1.329	4.121	5.426	-0.013	0.024	0.003
Si	4.061	6.821	5.439	-0.012	0.002	0.013
Si	1.376	9.508	5.435	0.007	0.001	0.001
Si	4.093	12.221	5.464	0.022	0.013	0.009
Si	6.797	14.976	5.467	0.002	0.002	0.006
Si	9.526	1.352	5.477	-0.011	-0.004	0.016
Si	6.788	4.092	5.443	-0.003	-0.002	0.004
Si	9.542	6.799	5.431	-0.002	-0.011	0.003
Si	6.792	9.54	5.441	-0.007	0.001	0.013
Si	9.517	12.237	5.429	-0.002	0.002	0.002
Si	12.24	14.96	5.45	0.003	0	0.01
Si	14.94	1.368	5.474	-0.007	0.005	0.019
Si	12.246	4.074	5.45	-0.005	0	0.004
Si	14.976	6.799	5.415	0.003	-0.003	-0.006
Si	12.245	9.502	5.395	0.001	-0.014	-0.004
Si	14.977	12.228	5.434	0.011	-0.01	0.007
Si	2.722	-0.014	6.794	-0.007	-0.003	-0.003
Si	5.445	2.721	6.812	0.01	0.001	-0.006
Si	2.701	5.46	6.798	0.003	-0.001	-0.004
Si	5.44	8.166	6.797	0.004	0.001	0.002
Si	2.722	10.868	6.811	-0.005	-0.005	0.001
Si	5.441	13.6	6.814	0.005	-0.001	0.006
Si	8.171	-0.01	6.83	0.013	-0.003	-0.002
Si	10.877	2.732	6.818	-0.006	0	0.005
Si	8.167	5.445	6.791	-0.005	0.016	0.006
Si	10.896	8.159	6.79	-0.007	-0.005	-0.007
Si	8.153	10.894	6.802	-0.014	0.009	-0.001
Si	10.878	13.593	6.798	-0.005	0	0
Si	13.584	0.003	6.823	-0.002	0.01	0.003
Si	16.317	2.738	6.801	-0.005	-0.003	0
Si	13.616	5.442	6.789	0.002	-0.003	-0.004
Si	16.328	8.153	6.791	0.012	-0.008	0.004
Si	13.605	10.859	6.773	0.013	-0.002	-0.005
Si	16.315	13.573	6.828	0.001	0	0
Si	17.684	1.364	8.145	0.003	0.005	-0.001
Si	4.069	4.086	8.149	-0.009	-0.009	0.002
Si	17.677	6.809	8.172	-0.003	0.003	0.002
Si	4.085	9.518	8.17	0.007	0.013	-0.002
Si	17.681	12.22	8.178	-0.007	-0.007	0.003
Si	4.076	14.956	8.169	0.001	-0.009	-0.008
Si	6.809	1.366	8.173	0.01	0	-0.006
Si	9.518	4.091	8.17	0.006	-0.001	-0.001
Si	6.802	6.801	8.151	-0.009	-0.013	-0.003
Si	9.52	9.517	8.145	-0.004	-0.004	-0.01
Si	6.804	12.249	8.174	0.013	0.013	0.006
Si	9.527	14.946	8.177	-0.015	0.004	0.008
Si	12.228	1.364	8.179	-0.005	-0.01	-0.003
Si	14.959	4.087	8.167	0.003	0.007	-0.003
Si	12.252	6.799	8.153	0.001	0.001	-0.001
Si	14.962	9.512	8.15	-0.004	-0.009	-0.002
Si	12.248	12.226	8.142	-0.005	0.001	-0.013
Si	14.959	14.959	8.166	0.006	0.004	-0.005
Si	16.325	0.005	9.513	-0.008	0	0
Si	2.721	2.72	9.512	0	-0.004	0.001
Si	16.32	5.444	9.526	0.001	-0.003	0.001
Si	2.723	8.162	9.53	-0.001	-0.002	0
Si	16.317	10.866	9.527	0.005	0.003	0
Si	2.718	13.596	9.528	-0.004	0.004	0.001
Si	5.441	0.001	9.521	-0.001	0	-0.003
Si	8.164	2.725	9.533	0	0.004	0.002
Si	5.439	5.441	9.51	0.014	0.009	-0.003
Si	8.162	8.16	9.513	-0.004	0	-0.001
Si	5.44	10.884	9.526	-0.004	-0.003	-0.004
Si	8.162	13.599	9.536	0.005	-0.004	0.003
Si	10.875	-0.001	9.534	-0.002	-0.001	-0.001
Si	13.601	2.724	9.526	-0.002	-0.001	-0.004
Si	10.888	5.445	9.522	-0.011	0.001	-0.001
Si	13.605	8.157	9.517	0.006	-0.006	0
Si	10.882	10.874	9.507	-0.004	0.002	-0.002
Si	13.596	13.592	9.514	0.002	-0.002	-0.001
Si	17.68	-1.353	10.88	-0.003	0.002	0.001
Si	4.081	1.362	10.877	0.003	0.003	0
Si	17.683	4.078	10.875	-0.004	0.004	0.002
Si	4.086	6.797	10.88	-0.003	-0.009	-0.003
Si	17.682	9.518	10.892	-0.006	-0.005	0.006
Si	4.079	12.241	10.889	0.008	0.004	0.001
Si	6.797	-1.357	10.886	0.011	-0.009	-0.001
Si	9.518	1.36	10.895	-0.002	-0.004	0.005
Si	6.796	4.084	10.882	-0.006	-0.008	-0.003
Si	9.522	6.802	10.878	0.006	-0.004	0.002
Si	6.799	9.518	10.877	0.002	0.011	-0.001
Si	9.526	12.23	10.876	-0.004	0.005	0
Si	12.241	-1.366	10.879	-0.01	0.007	0
Si	14.967	1.363	10.878	0	0.002	-0.001
Si	12.241	4.079	10.889	-0.001	0.003	-0.001
Si	14.961	6.803	10.884	-0.003	0.005	0.001
Si	12.238	9.516	10.872	0.004	-0.005	-0.002
Si	14.96	12.238	10.877	0.004	-0.008	0.001
Si	2.723	0.005	12.241	0.009	0.003	0.003
Si	5.436	2.721	12.241	0.007	0.004	0.006
Si	2.726	5.432	12.234	0	-0.004	-0.001
Si	5.438	8.162	12.242	0.006	-0.005	0
Si	2.718	10.885	12.251	-0.005	0.003	0.004
Si	5.439	13.604	12.246	-0.002	0.004	0.001
Si	8.151	0.001	12.25	-0.01	0.002	0.005
Si	10.885	2.716	12.254	0.001	-0.003	0.003
Si	8.163	5.439	12.239	-0.001	0.004	-0.002
Si	10.88	8.16	12.242	-0.002	0.002	0.004
Si	8.156	10.88	12.233	0.007	-0.004	0.001
Si	10.878	13.596	12.236	-0.003	-0.007	0.001
Si	13.604	0	12.231	0.007	-0.009	-0.001
Si	16.33	2.719	12.24	0.002	0.001	-0.002
Si	13.604	5.441	12.243	0.002	0.005	-0.002
Si	16.322	8.156	12.249	-0.003	-0.009	0.002
Si	13.601	10.874	12.231	-0.009	0.003	0.002
Si	16.317	13.606	12.235	-0.007	0.003	0
Si	17.696	1.37	13.608	-0.009	0	0.008
Si	4.071	4.07	13.607	0.003	0.006	0
Si	17.692	6.791	13.593	0.007	-0.007	-0.005
Si	4.081	9.524	13.608	0	-0.004	0.007
Si	17.673	12.253	13.602	-0.008	0.014	0
Si	4.079	-1.354	13.605	0.01	-0.007	0.003
Si	6.789	1.362	13.607	-0.005	-0.002	0.006
Si	9.52	4.078	13.608	-0.004	-0.003	0.003
Si	6.796	6.795	13.595	0.002	0	0.005
Si	9.507	9.52	13.591	-0.005	0.008	0.002
Si	6.801	12.241	13.6	0.005	-0.007	-0.003
Si	9.509	-1.373	13.598	0.008	-0.002	0.006
Si	12.249	1.345	13.607	0	0.003	0.004
Si	14.972	4.08	13.594	-0.006	0.001	0.002
Si	12.243	6.799	13.602	-0.001	0.003	0.001
Si	14.959	9.521	13.6	0.007	-0.007	0.003
Si	12.246	12.239	13.585	0.004	-0.007	0.003
Si	14.965	-1.347	13.597	-0.011	0.001	0
Si	16.334	0.01	14.956	-0.001	-0.003	-0.002
Si	19.048	2.717	14.998	0.005	0.003	0.006
Si	16.35	5.421	14.955	0	0	0.002
Si	19.035	8.159	14.958	-0.003	-0.013	-0.004
Si	16.309	10.894	14.958	-0.004	0.009	0
Si	19.034	13.613	14.964	-0.005	0.004	-0.003
Si	5.422	0.012	14.975	0.001	-0.003	0
Si	8.157	2.712	14.964	-0.004	0.006	-0.001
Si	5.43	5.436	14.951	0.01	-0.003	0
Si	8.145	8.16	14.953	0.002	0.001	0.007
Si	5.444	10.889	14.966	0.001	0.005	0.005
Si	8.143	13.602	14.972	-0.005	-0.002	0.001
Si	10.88	-0.03	14.954	-0.002	-0.01	-0.004
Si	13.622	2.713	14.95	0.008	0	-0.002
Si	10.886	5.439	14.965	-0.002	0.006	-0.003
Si	13.608	8.154	14.963	-0.005	-0.004	0.002
Si	10.871	10.889	14.93	0.005	0.001	-0.004
Si	13.604	13.605	14.942	0.006	-0.003	0.004
O	7.435	-1.959	25.418	0.226	0.257	0.525
O	15.436	9.061	33.328	0.083	-0.164	-0.28
O	14.91	-0.627	32.592	0.422	0.222	-0.2
O	16.598	-2.705	32.374	0.205	-0.092	-0.566
O	17.161	3.952	23.107	-0.065	-0.215	0.079
O	17.198	11.651	29.327	-0.112	-0.15	0.172
O	20.825	10.46	25.612	-0.287	-0.105	0.101
O	16.535	0.055	24.991	-0.343	-0.243	0.491
O	20.28	1.276	23.379	-0.376	0.101	0.224
O	14.822	4.654	32.361	-0.193	0.271	-0.565
O	7.275	6.441	33.213	-0.161	-0.095	-0.484
O	16.207	-2.838	22.268	-0.025	-0.072	0.327
O	15.016	-1.878	30.327	0.184	0.306	-0.063
O	20.963	7.105	23.077	-0.353	0.165	0.43
O	17.499	10.31	23.151	0.115	0.432	0.165
O	11.585	-3.8	32.576	-0.343	-0.114	-0.235
O	20.968	1.921	25.937	-0.047	0.215	-0.064
O	12.755	6.194	24.753	-0.24	0.701	-0.029
O	13.557	10.721	32.524	-0.042	-0.303	-0.521
O	20.289	-3.359	30.691	-0.221	-0.287	-0.343
O	10.977	7.92	32.206	-0.136	-0.186	-0.415
O	18.141	0.757	33.267	0.064	0.035	-0.33
O	14.355	7.205	28.187	-0.354	0.092	-0.244
O	10.993	1.496	30.047	0.404	-0.345	0.031
O	13.531	-0.065	22.198	-0.134	-0.001	0.448
O	5.557	2.776	22.113	0.079	-0.094	0.261
O	6.62	-3.715	27.168	-0.359	-0.483	0.165
O	5.622	8.12	25.286	0.182	-0.438	0.195
O	22.665	0.028	30.514	-0.139	-0.25	-0.02
O	6.839	2.689	27.325	0.07	0.153	-0.392
O	15.103	1.57	23.375	0.075	0.253	0.096
O	22.208	-3.091	32.335	-0.196	0.749	-0.06
O	9.057	8.527	30.369	-0.314	0.138	0.055
O	20.871	3.697	27.891	0.173	-0.056	-0.147
O	20.978	8.446	30.235	-0.444	-0.229	0.016
O	10.456	0.72	25.461	0.244	0.123	-0.075
O	11.198	10.007	30.593	-0.064	0.518	-0.13
O	8.612	1.29	30.99	0.368	0.324	0.276
O	9.377	9.964	32.532	0.19	0.161	-0.324
O	18.659	-3.352	27.611	0.433	-0.105	0.286
O	18.212	6.673	30.297	0.112	0.036	-0.395
O	14.611	-0.36	28.165	0.255	0.033	-0.05
O	20.945	6.322	28.568	0.097	-0.153	-0.259
O	8.096	10.827	22.101	0	-0.01	0.297
O	5.426	-2.706	22.139	0.098	0.234	0.507
O	15.527	2.976	30.381	0.421	-0.404	-0.175
O	11.088	-2.955	29.05	0.056	-0.148	0.354
O	10.54	4.074	30.315	0.295	0.528	-0.168
O	15.679	7.581	30.388	-0.45	-0.512	0.418
O	7.511	11.604	33.386	0.039	-0.098	-0.46
O	7.246	6.96	23.7	0.108	0.208	-0.075
O	6.242	12.136	24.615	0.128	-0.267	-0.57
O	10.53	10.714	24.246	-0.32	-0.306	-0.125
O	14.227	11.603	22.758	-0.195	-0.529	-0.282
O	11.182	6.501	26.897	-0.3	-0.171	0.212
O	13.723	-3.112	24.729	0.469	0.216	0.312
O	12.39	9.166	23.326	0.588	-0.31	0.274
O	20.39	11.657	23.207	-0.407	-0.343	0.213
O	14.064	2.252	28.378	0.024	0.028	-0.121
O	9.199	3.807	27.268	0.217	0.441	0.486
O	9.475	12.774	23.089	-0.15	0.497	0.026
O	8.655	4.707	31.969	0.103	-0.172	-0.146
O	7.245	4.431	23.102	0.018	-0.417	0.248
O	12.297	11.086	28.392	0.172	-0.166	-0.649
O	9.407	0.926	23.035	-0.197	-0.474	0.085
O	6.233	-1.333	28.307	0.136	0.237	-0.539
O	7.784	-0.412	32.697	-0.249	-0.096	-0.211
O	12.807	4.519	22.802	-0.043	0.027	0.507
O	15.757	9.501	28.585	-0.192	0.401	-0.602
O	13.066	10.725	25.14	0.097	0.12	0.565
O	21.824	10.813	31.158	0.46	-0.117	-0.099
O	17.654	9.274	30.387	0.401	0.258	0.396
O	16.221	2.486	32.766	-0.191	-0.226	-0.156
O	11.984	-1.975	23.025	-0.202	-0.076	-0.088
O	9.382	5.905	22.724	0.444	-0.412	0.371
O	20.983	3.565	33.244	-0.095	-0.026	-0.305
O	11.182	4.269	25.646	0.315	-0.414	-0.206
O	9.743	-0.746	29.702	-0.136	-0.208	0.642
O	13.07	-4.065	30.444	0.315	-0.227	-0.175
O	22.784	-3.509	29.794	0.201	-0.026	0.109
O	11.045	2.638	32.464	-0.415	0.13	-0.057
O	19.464	-1.229	32.14	0.015	-0.24	-0.098
O	9.96	-1.891	33.293	0.124	-0.098	-0.583
O	10.749	7.978	21.918	-0.213	-0.098	0
O	14.079	-3.046	32.552	-0.06	0.089	0.504
O	18.037	-1.032	23.121	0.525	0.151	-0.116
O	9.135	2.836	24.798	-0.114	0.049	-0.474
O	8.724	5.323	25.167	-0.001	0.199	0.579
O	17.303	7.549	32.471	0.318	-0.399	-0.055
O	19.071	5.515	22.214	-0.109	0.137	0.589
O	18.127	11.559	25.392	0.207	-0.071	0.026
O	13.42	5.065	26.917	0.223	-0.39	-0.062
O	12.276	0.661	27.401	-0.305	0.396	0.149
O	13.568	9.146	29.861	0.092	0.202	0.492
O	6.918	7.61	29.078	0.117	-0.189	-0.113
O	22.764	1.861	32.362	0.189	0.21	-0.558
O	17.329	4.491	31.468	0.057	0.021	0.158
O	16.272	8.238	22.123	-0.005	-0.031	0.441
O	12.408	-1.009	25.466	0.553	0.158	-0.132
O	7.161	-0.941	23.017	0.261	0.234	-0.172
O	11.57	8.586	28.406	0.069	-0.088	0.011
O	8.008	3.679	29.569	-0.691	0.051	0.105
O	13.601	-2.802	28.259	-0.117	0.007	-0.457
O	19.437	8.281	25.988	0.021	-0.541	-0.371
O	8.559	-2.66	28.448	0.125	-0.285	0.019
O	19.481	5.536	32.396	0.183	0.308	-0.064
O	14.038	4.804	29.339	-0.088	0.4	0.259
O	22.122	8.52	32.539	0.248	0.19	-0.261
O	12.868	0.882	33.296	0.13	0.073	-0.641
O	10.956	2.788	22.085	-0.154	-0.106	0.208
O	14.443	6.624	22.877	-0.135	0.4	0.529
O	14.9	4.576	24.385	-0.107	-0.25	0.206
O	11.093	-3.218	25.134	-0.023	0.085	0.44
O	10.401	-1.205	27.21	-0.34	0.033	-0.307
O	18.21	9.683	27.82	0.611	0.379	-0.144
O	18.118	-2.227	29.966	-0.447	0.115	0.402
O	19.811	9.717	32.357	-0.238	-0.396	-0.403
O	16.232	-2.49	28.15	0.185	0.016	-0.699
O	12.834	6.259	33.137	0.124	0.005	-0.55
O	21.359	8.826	27.703	0.041	0.381	0.208
O	21.408	1.09	28.403	-0.156	0.035	-0.032
O	15.995	5.142	27.678	0.064	-0.5	0.33
O	19.146	0.071	25.318	-0.083	0.172	0.639
O	16.467	2.693	25.28	0.53	-0.149	0.371
O	12.949	2.968	30.721	0.109	-0.121	0.486
O	17.803	-2.167	25.455	-0.522	-0.121	-0.007
O	17.275	5.214	25.412	0.442	0.094	-0.172
O	8.994	6.078	29.644	0.331	-0.183	-0.113
O	20.349	-0.89	29.709	-0.239	0.115	-0.118
O	17.314	7.268	27.147	-0.25	0.003	0.028
O	21.704	-0.368	24.886	-0.187	-0.303	0.231
O	14.435	1.195	25.996	-0.238	0.1	0.024
O	19.583	4.518	29.981	0.057	-0.556	0.183
O	9.196	7.965	27.73	-0.294	-0.083	-0.499
O	7.83	0.576	25.061	-0.138	0.178	0.378
O	6.21	9.212	22.946	-0.296	0.153	0.201
O	18.729	5.127	27.583	-0.051	-0.082	-0.106
O	20.226	-3.311	25.479	0.244	0.438	0.163
O	11.176	8.857	25.844	-0.076	0.158	0.151
O	8.88	1.444	28.412	-0.063	-0.247	-0.511
O	8.697	12.086	25.557	0.157	-0.415	0.285
O	15.625	11.324	24.886	0.061	0.038	0.263
O	17.017	9.204	25.473	-0.346	-0.477	-0.253
O	18.237	11.699	33.196	-0.191	-0.072	-0.525

Results
total energy: -101657.777 eV
total energy less fixed offsets of O -438.35, Si -107.03 eV per atom: -4.577 eV
